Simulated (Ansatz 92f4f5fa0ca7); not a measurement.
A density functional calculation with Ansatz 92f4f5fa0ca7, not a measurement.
Periodic cell of 226 atoms, Si133O92B1, from a study of silicon, its oxide and their interface. The atomic structure is a simulated model.
Doubt: the cutoff is far below the 930 eV that the study's wrapper takes by default for these files, so forces and energies are approximate.
This geometry differs little from another in the collection (a relaxation step or a small displacement).

Settings
functional: PBE
potential files: Ansatz PAW
basis: plane waves
wave-function cutoff: 580 eV
density cutoff ratio: 5
exchange-correlation grid ratio: 1
k mesh: 1 x 1 x 1, Gamma-centred
self-consistency stop: 5e-08 eV per atom in the density residual
occupations: fixed
spin: none
net charge: -1 e, with a uniform compensating background and no finite-size correction

Cell vectors (angstrom)
a 10.938 0 0
b 0 10.938 0
c 0 0 31.9494

Atoms and the computed forces on them: element, x, y, z (angstrom), force x, y, z (eV/angstrom)
Si 10.6237 0.0003 24.4257 0.005 0.0074 0.0168
Si 5.0703 0.1274 24.6698 -0.0003 0.0044 0.0141
Si 2.8146 2.2944 24.5404 0.001 -0.0005 0.0136
Si 8.5668 2.4355 24.5696 0.0003 -0.0038 0.0163
Si 10.7012 5.5872 24.3423 -0.0052 -0.0018 0.0193
Si 5.1551 5.6147 24.4596 -0.0012 0.0046 0.0153
Si 2.9846 7.9523 24.4141 0.0021 -0.0014 0.0212
Si 8.4116 7.8312 24.4271 -0.0017 -0.0058 0.0183
Si 1.2871 1.1324 25.8528 0.0014 -0.0014 -0.001
Si 6.8102 1.3299 25.7483 0.0047 0.0004 -0.0064
Si 3.9794 4.0123 25.7416 -0.0009 0.0025 -0.0051
Si 9.6813 4.0229 25.8623 0.0023 -0.0001 -0.0019
Si 1.3321 6.7951 25.678 0.0046 0.0013 -0.007
Si 6.7989 6.7243 25.7651 0.0003 -0.0005 -0.0016
Si 3.9964 9.469 25.9645 -0.0009 -0.0012 -0.0018
Si 9.4784 9.4412 25.8107 0.0003 0.0006 -0.0054
Si 2.6311 -0.1328 27.3051 -0.0058 -0.0018 0.0012
Si 8.1356 -0.0641 27.1571 -0.0104 -0.0055 -0.0006
Si 0.0717 2.6565 27.2272 0.003 0.0029 -0.0006
Si 5.4468 2.7225 27.1239 0.003 0.0024 -0.0031
Si 2.6614 5.4195 27.1222 -0.0038 -0.0077 -0.0041
Si 8.1881 5.3719 27.1509 -0.0021 0.0002 -0.0085
Si 0.0066 8.1535 27.1453 -0.0045 -0.0026 -0.0019
Si 5.5047 8.1447 27.1978 0.0031 -0.0002 -0.0021
Si 4.0825 1.3305 28.5135 -0.0074 -0.0075 0.0042
Si 9.5374 1.3185 28.5237 0.0041 0.0074 0.0035
Si 1.3833 4.0711 28.5827 -0.0124 0.0009 -0.0076
Si 6.8017 4.0628 28.5398 0.0006 0.0016 -0.0033
Si 4.0739 6.7791 28.5067 0.0019 0.0116 0.0038
Si 9.5553 6.7834 28.5027 -0.0074 0 0.0079
Si 1.2846 9.4806 28.6467 0.0128 0.011 -0.0183
Si 6.819 9.5413 28.5806 -0.0026 0.001 -0.0079
Si -0.0496 -0.0188 29.9511 -0.007 0.0067 0.0065
Si 5.446 -0.0094 29.9195 0.0008 0.0046 0.001
Si 2.7659 2.7195 29.9188 0.0071 -0.0077 0.0006
Si 8.1798 2.7072 29.8958 0.0032 -0.005 0.0017
Si -0.0205 5.4433 29.9164 0.0029 0.0064 0.0001
Si 5.451 5.4508 29.9068 -0.0008 -0.0007 0.0013
Si 2.7289 8.1462 29.9314 0.0065 -0.0128 0.0062
Si 8.2175 8.1802 29.9027 0.0092 -0.0073 -0.0028
Si 1.3601 1.3803 31.2723 0.0009 -0.0005 -0.0015
Si 6.8181 1.3731 31.286 -0.0031 -0.001 0
Si 4.1079 4.0915 31.299 -0.0004 0.0031 0.0025
Si 9.5388 4.0874 31.279 -0.001 -0.001 -0.001
Si 1.3513 6.8153 31.3041 -0.0036 -0.0047 0
Si 6.8213 6.8472 31.2669 0.0015 0.0013 -0.0006
Si 4.0787 9.5638 31.2854 -0.0002 0.0019 -0.0015
Si 9.5444 9.5516 31.3156 -0.0055 -0.0038 0.0024
Si 2.728 0.0243 0.7001 0.0027 0.0003 0.0021
Si 8.1977 0.0275 0.703 0.0075 0.0031 -0.0051
Si 0.0044 2.7573 0.706 -0.0037 -0.0022 0.0011
Si 5.4788 2.7577 0.7315 0.0068 0.0005 0.0046
Si 2.7397 5.4688 0.7119 0.0012 0.0092 -0.0068
Si 8.2004 5.5027 0.6935 -0.0029 -0.0018 0.0014
Si 0.0071 8.2184 0.7371 0.0024 -0.001 0.0006
Si 5.473 8.2309 0.7115 -0.0022 -0.0023 0.002
Si 4.0916 1.3953 2.0867 -0.0028 0.0033 -0.0033
Si 9.5973 1.3739 2.074 -0.0098 -0.0111 0.0023
Si 1.3455 4.1551 2.0862 -0.0047 0.0101 0.0007
Si 6.8327 4.1703 2.0763 -0.0087 0.0007 -0.0048
Si 4.0924 6.8662 2.0743 -0.0005 -0.0157 0.0018
Si 9.5711 6.8531 2.1005 0.0034 0.0067 -0.0047
Si 1.3615 9.6335 2.0921 -0.0026 0.0027 -0.0016
Si 6.8335 9.6328 2.0715 -0.0029 0.0026 -0.0014
Si 0.0108 0.0399 3.5225 -0.0073 -0.0018 0.0016
Si 5.4742 0.0491 3.4656 0.0027 -0.0008 -0.0069
Si 2.7001 2.7787 3.4267 0.0103 -0.0072 0.0068
Si 8.2585 2.8159 3.3674 0.0178 -0.0047 0.0133
Si 0.0192 5.5269 3.5129 -0.0062 -0.0151 -0.0151
Si 5.4773 5.5492 3.473 -0.0004 0.0275 0.0069
Si 2.7149 8.2469 3.4257 -0.0026 -0.0026 0.0042
Si 8.2331 8.3006 3.4177 -0.0077 -0.0186 0.0049
Si 1.3623 1.4769 4.8814 0.0001 0.0058 0.0219
Si 6.9046 1.4924 4.7231 0.0112 0.0086 -0.0128
Si 4.0429 4.1683 4.7752 -0.0054 0.0048 -0.0029
Si 9.5648 4.135 4.835 -0.0423 -0.0094 0.0015
Si 1.3236 7.0079 4.8824 0.0202 0.0099 -0.0044
Si 6.8826 6.9808 4.7915 -0.017 -0.0283 0.0006
Si 4.0842 9.5869 4.7966 -0.003 -0.0078 0.0104
Si 9.6284 9.5487 4.8964 0.0014 0.0074 0.0044
Si 2.7473 0.0378 6.1526 -0.0107 0.0064 0.0125
Si 8.2888 0.1353 6.0822 0.0024 -0.0069 0.0134
Si -0.0029 2.8466 6.3333 0.0163 0.0021 0.0109
Si 5.5385 2.8793 6.0605 0.0015 0.0074 0.0266
Si 2.7215 5.6126 6.1461 0.0079 -0.0102 0.0097
Si 8.4039 5.7504 6.0963 0.0853 0.0522 0.0816
Si -0.0747 8.1768 6.4833 0.0237 0.0487 0.0193
Si 5.4982 8.3208 6.2193 -0.0021 -0.0002 0.0103
Si 4.4286 1.2173 7.3156 -0.0001 -0.0001 -0.0113
Si 9.8133 1.1544 7.6165 -0.0069 0.0091 -0.0463
Si 1.078 4.6211 7.5331 0.0139 -0.0308 -0.0576
Si 6.7039 4.6095 7.2087 -0.0003 -0.007 -0.0379
Si 4.3244 6.7089 7.5227 0.0119 0.0224 -0.0436
B 9.7845 6.6327 7.5894 -0.134 -0.089 -0.0956
Si 1.2414 9.8851 7.681 0.0298 0.043 -0.0158
Si 6.7139 9.9891 7.4081 -0.0051 -0.0078 -0.0168
O 9.584 1.2399 23.9809 -0.0047 -0.0013 -0.0039
O 4.1037 6.8039 23.945 -0.0016 -0.0032 -0.0051
O 4.0047 1.2413 24.0337 0.0004 -0.0013 -0.0025
O 9.5293 6.7006 23.8965 0.0011 -0.0003 -0.0049
O -0.1168 5.6659 7.9962 -0.0023 -0.003 0.0128
O 5.5702 0.1606 7.9291 0.0082 -0.0078 -0.002
O 0.0669 0.0845 8.1271 0.0052 -0.0038 0.0159
O 5.5396 5.6221 7.8549 -0.0123 0.0061 0.0201
O 7.5655 3.9321 8.4246 0.0017 0.0034 -0.004
O 8.8688 7.0365 8.6631 0.0071 0.0203 0.0174
O 2.1904 9.4621 9.03 -0.0013 -0.0116 0.0029
O 8.8942 1.6652 8.9302 -0.0061 0.0035 0.0174
O 7.6443 9.4493 8.6653 -0.0055 0.0068 0.0069
O 3.5742 1.9081 8.5419 -0.0053 0.0013 0.0041
O 3.5855 7.2114 8.939 -0.0065 -0.0016 0.0173
O 1.9994 4.097 8.8344 0.0126 -0.0047 0.0298
O 8.1422 3.4843 23.3553 -0.0049 0.0044 -0.0097
O 0.4402 4.9284 22.953 0.0063 -0.0075 -0.0123
O 1.8982 2.7391 23.2426 -0.0056 0.0039 -0.0109
O 5.8329 4.9102 23.1218 0.0077 -0.0077 -0.0119
O 5.5163 10.0023 23.4941 0.0035 -0.003 -0.0072
O 2.4437 8.6862 23.0223 -0.0063 0.0058 -0.0131
O 0.1888 10.0677 23.085 0.0059 -0.0077 -0.0137
O 7.7779 8.5744 23.0805 -0.0069 0.0083 -0.0112
Si 8.6654 7.6983 18.4348 0.0002 -0.0004 0.0013
Si 8.7953 6.3561 13.6148 0.0001 0.0022 -0.0068
Si 3.8136 1.5216 14.6763 0.0013 -0.0007 -0.0052
Si 2.1421 5.7373 17.613 -0.0006 0.0001 0.0004
Si 2.416 3.1392 19.492 -0.0009 -0.0004 0.0051
Si 9.8264 9.0148 12.0366 -0.0015 -0.0001 -0.0172
Si 1.3301 9.4166 22.0811 -0.001 -0.0009 0.0127
Si 9.1911 0.9497 13.1694 0.0008 -0.0027 -0.0074
Si 1.4239 5.0505 13.0095 -0.0006 0.0004 -0.0065
Si 1.8086 8.25 12.7907 0.0016 0.0031 -0.0101
Si 6.6486 9.5576 22.4309 0.0021 -0.0035 0.0085
Si 4.5345 4.5891 15.6728 0.0003 0.001 -0.0042
Si 8.1958 3.0077 9.5656 0.0001 -0.0057 -0.0084
Si 0.8503 8.2395 19.2572 0.0001 0.0011 0.0055
Si 6.9538 1.3495 21.0884 0.0006 0.0004 0.0055
Si 8.2996 8.2529 9.5696 0.024 -0.0263 -0.0274
Si 10.89 5.2062 15.5927 0.0003 0.0004 -0.0029
Si 7.5764 9.4947 16.2959 0 -0.0007 -0.0033
Si 9.9334 2.0542 20.2874 0.0001 0.0003 0.006
Si 3.2337 8.5145 9.8884 -0.0065 -0.0027 -0.0125
Si 6.6954 3.3516 17.3994 0.0002 0.0002 -0.0001
Si 1.1684 0.2032 19.8006 0.0008 -0.0005 0.0051
Si 3.2209 2.8086 12.2588 0.0012 -0.0011 -0.0079
Si 7.2207 5.3956 19.6823 0.0003 -0.0002 0.0056
Si 5.8147 8.6279 11.4635 0.0001 0.0034 -0.0096
Si 5.8068 6.062 13.1727 0.0004 0.0001 -0.0066
Si 4.645 9.7068 17.6091 -0.0002 -0.0005 0
Si 1.0174 3.5952 22.1776 0.0003 0.0031 0.0124
Si 4.9009 1.4826 18.7971 0 0.0002 0.0031
Si 3.1461 3.1477 9.4853 0.0003 0.004 -0.0087
Si 6.4743 10.7851 13.736 0.0008 -0.0004 -0.0086
Si 10.3604 0.1144 15.9504 -0.0002 0.0006 -0.0045
Si 5.6477 3.6459 11.1257 0.0014 -0.0016 -0.0099
Si 9.8405 3.8903 11.8877 -0.0027 0.0007 -0.0089
Si 2.3583 9.9203 15.5244 0.0003 -0.0011 -0.005
Si 6.0856 8.1284 19.796 0.0001 0.0003 0.0053
Si 6.9357 3.9729 22.3789 -0.0018 0.0029 0.0099
Si 9.7566 2.776 17.3518 -0.0005 0.0005 -0.0001
O 7.2072 6.3677 13.9679 0.0003 -0.0001 0.0036
O 1.8911 7.0508 18.6685 0.001 -0.0015 -0.0013
O 10.2886 4.0372 16.5144 0.0004 0.0009 0.0009
O 6.177 9.963 17.0383 0.0012 -0.0001 0.0011
O 10.164 0.6943 14.4482 -0.0004 0.0005 0.0025
O 8.4509 6.1173 18.8573 0.0003 0.0008 -0.0007
O 5.1759 0.6484 14.3565 0 0.0006 0.0038
O 5.7189 2.0588 17.5194 0.0006 0.0006 -0.0001
O 8.3482 1.9383 20.5375 0.0012 -0.0001 -0.0019
O 1.9972 4.2937 18.4003 0.0001 0.0016 -0.0011
O 6.9459 2.7824 10.6238 -0.0029 0.0014 0.0085
O 4.8547 2.6899 12.1879 -0.0016 0.0009 0.0034
O 6.0311 4.3915 16.3332 -0.0007 0.0003 0.0011
O 4.5273 3.9555 9.9439 0 0.0001 0.0068
O 10.6899 2.7697 21.5455 -0.0022 -0.002 -0.0052
O 9.7301 6.1706 14.9601 -0.0006 0 0.0022
O 6.0138 6.492 19.8365 -0.0001 0.0001 -0.0016
O 4.0901 0.1689 18.2716 0.0002 -0.0006 -0.0007
O 9.2812 10.5411 12.2507 -0.0003 0.0028 0.0062
O 2.8535 4.3474 12.7031 0.0001 0.0004 0.0032
O 1.9107 10.6983 21.2087 -0.0003 0.002 -0.0048
O 3.9944 2.7168 19.3852 0.0008 -0.0004 -0.0013
O 0.7481 10.0496 15.9568 0.0004 -0.0002 0.0021
O 1.2832 9.7982 18.8327 0.0001 -0.0002 -0.0017
O 1.7148 1.6587 19.2711 0.0004 0.0002 -0.0011
O 8.9511 10.3814 16.4755 0.0004 0.0002 0.0019
O 4.8884 8.5861 18.7802 -0.0006 0.001 -0.0021
O 9.5973 8.7416 10.4532 0.0028 0.0081 0.0156
O 6.7468 4.0939 18.8467 -0.0003 -0.0011 -0.0023
O 2.8335 1.7068 13.3715 -0.0005 0.0008 0.0023
O 5.8332 8.778 21.2584 -0.0011 -0.0014 -0.0056
O 2.5133 2.4676 10.8414 -0.0023 -0.0014 0.0089
O 7.6145 4.8485 21.1697 0.0005 0.0018 -0.0058
O 5.2592 7.4618 12.502 0.0003 -0.0003 0.0047
O 0.4398 9.0528 12.4847 0.0013 -0.0007 0.0054
O 7.6003 1.0332 13.5592 -0.0006 -0.0002 0.004
O 7.113 9.6138 14.7274 -0.0001 -0.0003 0.0037
O 8.9888 5.0133 12.7069 0.0006 0.0004 0.0044
O 8.0962 8.0359 16.9087 -0.0006 0.0012 0.0004
O 6.2159 2.5763 21.8921 0 -0.0024 -0.0037
O 2.4642 9.0577 14.0995 -0.0003 0.0003 0.0037
O 0.4236 4.4839 11.8534 0.0015 0.0006 0.0017
O 0.8198 8.3122 20.9295 -0.0007 -0.0015 -0.0063
O 9.365 3.8259 10.3459 0.0019 0.0025 0.004
O 9.6707 2.3761 12.5219 0.0013 0.0013 0.0043
O 7.6323 8.5645 19.3911 0.0013 0 -0.0017
O 2.5915 8.1846 11.3639 -0.0019 -0.0008 0.0088
O 4.0129 3.0391 15.3285 0.0001 -0.0002 0.0026
O 0.8389 4.4923 14.4295 0.0004 -0.0002 0.0018
O 10.0559 2.9923 18.9455 -0.0002 0.0001 -0.003
O 9.1517 7.795 12.9192 -0.0004 -0.0028 0.0067
O 10.5145 0.5322 20.0677 0 -0.0005 -0.0017
O 6.0495 5.0086 11.9341 0.0004 0.0005 0.0035
O 8.1542 2.7456 17.0093 0.0001 0.0001 0.0011
O 3.5306 5.4537 16.7022 0.0011 -0.0001 0.0012
O 4.7031 9.115 10.3479 0.0067 0.0007 0.007
O 1.5444 6.6704 13.1617 -0.0012 -0.0015 0.0038
O 4.771 5.4974 14.3245 0.0006 -0.0004 0.003
O 2.0433 3.8505 20.9205 0.0014 -0.0007 -0.0054
O 10.548 1.409 16.933 0.0001 -0.001 0.0005
O 0.9457 6.0662 16.5515 -0.0007 -0.0005 0.0007
O 7.3399 10.9513 21.9324 -0.0003 0.002 -0.0029
O 5.9338 0.9098 19.9133 -0.0019 0 -0.0031
O 6.1481 9.9811 12.3479 -0.0001 -0.0006 0.0032
O 2.8777 0.5377 15.5727 0 0.0002 0.0028
O 7.1009 7.9504 10.6849 -0.0005 -0.001 0.0028
O 10.2526 8.0114 18.6823 -0.0009 -0.0001 -0.0008
O 3.456 9.1956 16.568 -0.0006 0.0005 0.0009

Results
free energy: -137021.894 eV
free energy less fixed offsets of B -154.04, O -568.88, Si -635.61 eV per atom: 5.236 eV

The program warned: the cutoff lies below the one the program advises for these potential files; the exchange-correlation potential is rough where the density is thin.
